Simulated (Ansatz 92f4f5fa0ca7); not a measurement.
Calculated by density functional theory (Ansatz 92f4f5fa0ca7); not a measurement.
Periodic cell of 220 atoms, Si132O88, from a study of silicon, its oxide and their interface. The atomic structure is a simulated model.
This geometry differs little from another in the collection (a relaxation step or a small displacement).

Settings: functional r2SCAN; potential files Ansatz PAW; basis plane waves; wave-function cutoff 800 eV; density cutoff ratio 5; exchange-correlation grid ratio 1; k mesh 1 x 1 x 1, shifted by 0.5 0.5 0 of a step; self-consistency stop 1e-10 eV per atom in the density residual; occupations fixed; spin none; net charge 0.

Cell vectors (angstrom)
a	10.88	0	0
b	0	10.88	0
c	0	0	31.822

Atoms: element, x, y, z (angstrom)
Si	1.4486	1.4262	-0.7217
Si	2.9623	3.2198	-0.6157
Si	-0.306	5.6858	-0.4355
Si	5.2757	10.3611	-0.3081
Si	6.4804	-2.3985	-1.1885
Si	7.0696	3.0621	-0.254
Si	5.6826	4.9585	0.1031
Si	9.3914	8.3435	-1.3742
Si	0.8184	0.8114	1.4207
Si	3.9523	4.0305	1.3267
Si	1.6844	7.19	1.472
Si	3.9046	9.349	1.3617
Si	6.4775	1.1281	1.0101
Si	9.5865	4.2222	1.2109
Si	6.6129	6.6909	1.3768
Si	10.0222	9.9425	1.3419
Si	-0.0065	2.7415	2.5561
Si	2.6676	-0.007	2.661
Si	0.0734	8.2931	2.7461
Si	2.7501	5.4946	2.6827
Si	5.3462	2.5862	2.5519
Si	8.1398	0.0683	2.4034
Si	5.3733	8.13	2.746
Si	8.2259	5.5272	2.6289
Si	1.3731	4.0927	3.9435
Si	4.0354	1.3569	4.0113
Si	1.408	9.5678	4.1412
Si	4.0717	6.7831	4.1206
Si	6.7882	4.042	3.8654
Si	9.4393	1.4228	3.9074
Si	6.8561	9.5558	3.8795
Si	9.5727	6.8622	3.9985
Si	-0.035	0.0826	5.3274
Si	2.7157	2.757	5.3397
Si	0.0373	5.4595	5.3158
Si	2.7411	8.1682	5.448
Si	5.4778	-0.0027	5.2877
Si	8.1232	2.7461	5.3211
Si	5.4868	5.3944	5.3315
Si	8.1969	8.225	5.3061
Si	1.3544	1.406	6.6833
Si	4.1004	4.0804	6.7053
Si	1.3445	6.827	6.733
Si	4.1579	9.5409	6.7006
Si	6.8058	1.3513	6.7
Si	9.5592	4.0884	6.6377
Si	6.8707	6.7984	6.6313
Si	9.5295	9.5727	6.7055
Si	-0.0008	2.7317	8.0472
Si	2.7501	0.0296	8.0032
Si	0.0018	8.2166	8.0856
Si	2.7247	5.4708	8.0288
Si	5.4486	2.7051	8.0612
Si	8.2083	0.035	8.1081
Si	5.551	8.1738	8.0053
Si	8.2639	5.4776	7.9915
Si	1.3346	4.1209	9.3584
Si	4.0616	1.3522	9.4215
Si	1.3845	9.6066	9.3983
Si	4.1472	6.8401	9.2935
Si	6.9533	4.051	9.282
Si	9.6	1.377	9.5013
Si	6.8957	9.4877	9.445
Si	9.5472	6.838	9.4511
Si	0.1434	0.0828	10.9189
Si	2.6796	2.7895	10.7
Si	-0.0187	5.4183	10.7846
Si	2.7922	8.2217	10.6292
Si	5.4896	-0.0289	10.7235
Si	8.2175	2.7521	10.8241
Si	5.6158	5.4756	10.491
Si	8.2806	8.1967	10.913
Si	1.3575	1.6417	12.3097
Si	4.3627	4.0323	11.7358
Si	1.5337	6.7545	11.8977
Si	4.1729	9.4493	12.0697
Si	6.8276	1.328	12.0955
Si	9.4601	4.1526	12.2932
Si	6.7899	6.7218	12.0582
Si	9.7003	9.5939	12.3132
Si	-0.1868	2.8011	13.7942
Si	3.2394	1.0275	13.6466
Si	0.2522	7.9672	13.3976
Si	3.1216	5.4137	13.021
Si	5.1855	2.4896	13.3159
Si	8.1385	0.0286	13.5759
Si	5.3599	7.9855	13.3724
Si	7.7411	5.2067	13.5628
Si	1.5014	3.9326	15.0587
Si	2.8624	1.37	15.9201
Si	1.9449	6.9706	15.599
Si	4.1066	6.5722	14.7884
Si	6.5368	3.6596	14.9427
Si	9.0315	1.6531	15.0719
Si	6.7843	9.3042	14.6198
Si	8.7304	6.7916	14.9257
Si	3.5495	5.4801	18.9241
Si	0.6578	-0.4068	19.1932
Si	2.6779	8.2713	18.1115
Si	7.1782	-1.4292	19.015
Si	4.9126	10.2318	17.0927
Si	3.7013	-5.5877	21.9972
Si	2.7082	1.449	20.4226
Si	-5.2396	18.8141	24.8133
Si	7.904	-3.7996	17.512
Si	12.3836	3.4168	18.9362
Si	-0.5629	1.4203	22.8204
Si	-2.3421	8.3379	25.326
Si	0.2132	1.1072	17.3917
Si	-1.7695	-0.2665	20.82
Si	4.9255	15.9587	24.6947
Si	14.7742	-0.5806	21.8963
Si	6.174	4.7369	27.2866
Si	-3.1939	13.8873	29.3055
Si	5.4544	5.3813	16.4013
Si	12.031	9.621	23.1573
Si	9.9761	9.0724	27.6701
Si	11.9801	5.0273	29.6645
Si	-12.3584	-13.4934	22.5047
Si	7.5948	7.4221	20.2576
Si	5.3621	6.766	29.317
Si	-5.7099	0.0156	24.582
Si	8.1557	0.5086	24.7972
Si	1.7787	-1.5502	26.2628
Si	5.2254	-3.2125	21.8962
Si	3.43	-6.9858	26.7896
Si	2.5674	-4.1804	27.873
Si	10.5145	2.6664	28.9899
Si	3.6421	0.9593	26.973
Si	1.418	3.4475	21.9023
Si	8.6596	0.9373	27.6386
Si	14.9173	11.6737	30.0049
O	-0.8216	-9.1047	-4.0993
O	-3.1995	1.4421	-2.9954
O	4.1991	2.3822	-1.3735
O	4.7425	1.0155	-6.0448
O	-1.4409	6.7834	-0.9015
O	0.1476	12.545	-1.6695
O	2.7906	8.2301	0.8392
O	5.2937	5.5854	-1.381
O	8.5709	3.2081	0.4214
O	9.8569	-1.5336	-0.1895
O	7.9138	-2.1171	-1.9078
O	4.9197	-1.5235	-6.7361
O	-1.9877	10.2512	-3.9954
O	15.228	11.5655	-3.4104
O	11.5974	3.8043	-3.1851
O	2.1227	4.8295	18.4582
O	1.2741	5.4512	15.6178
O	2.513	3.0039	16.0025
O	4.1215	0.7729	16.8202
O	1.2739	8.1558	14.6755
O	1.7005	7.5017	17.1005
O	3.4685	10.3184	13.2881
O	6.5083	6.5571	16.8541
O	3.9401	4.919	20.4196
O	3.7914	-1.806	17.2561
O	13.1881	4.1309	13.6759
O	5.9006	9.9469	15.8422
O	7.9686	8.2354	15.0142
O	-2.9666	-0.1565	19.7407
O	2.8035	2.4213	19.1358
O	-1.144	1.1264	16.4795
O	-3.107	2.6562	15.479
O	-0.8194	6.9177	14.0335
O	3.3967	7.1086	19.0078
O	4.8749	-6.0496	23.0729
O	8.8269	-3.5776	21.3337
O	12.6432	9.3082	18.9411
O	4.6367	-5.837	17.7929
O	4.3163	0.2158	23.2338
O	0.4589	-10.6702	23.1658
O	3.8083	-3.9692	22.0844
O	0.4404	2.653	17.9689
O	2.5774	2.3129	21.7826
O	-4.8098	7.816	23.2619
O	12.3642	11.5617	16.4555
O	2.8394	2.3932	27.0126
O	8.724	-1.1624	22.1295
O	3.765	4.085	25.2149
O	7.331	-7.0051	27.9731
O	0.2204	2.8517	22.8209
O	6.1816	6.2013	28.0051
O	13.0953	4.7671	22.437
O	-2.0969	9.9184	25.0376
O	3.9167	0.4302	20.6309
O	-0.5894	-1.046	20.0079
O	5.816	10.1538	18.4411
O	7.9663	1.2325	26.2213
O	8.0355	-4.4125	19.0073
O	-1.646	14.3423	29.5692
O	7.8926	8.7165	17.7079
O	11.7116	3.6794	20.4003
O	9.6047	1.1704	21.3677
O	9.0718	6.5473	16.5189
O	2.4445	-1.2309	22.1875
O	-3.8705	7.9341	25.6614
O	6.1921	6.8688	20.8812
O	9.3937	18.8244	26.643
O	-1.7432	1.431	23.9183
O	10.3263	8.5112	29.1363
O	13.3954	4.5458	30.3496
O	2.4656	11.2768	30.2932
O	2.6258	5.2467	27.1411
O	11.8014	6.5615	32.0175
O	13.1835	7.9048	26.8318
O	0.1259	-2.3739	22.5648
O	4.6592	-4.2159	25.0722
O	6.6939	11.1973	24.1491
O	8.9851	7.6362	23.9389
O	-5.9512	-1.7121	21.4065
O	1.5976	-1.6569	24.6597
O	1.329	0.6312	20.2448
O	7.0242	-3.1165	32.014
O	2.7076	-0.2932	26.632
O	0.3982	-1.184	26.9866
O	3.8795	-3.7853	28.7378
O	12.2195	6.4423	28.8982
O	6.2516	-6.1033	25.6367
O	4.7948	3.9646	27.6555

Results
free energy: -134612.690 eV
free energy less fixed offsets of O -570.45, Si -639.56 eV per atom: 8.830 eV

Forces (eV/angstrom), in the order of the atoms: element, x, y, z
Si	0.0258	0.031	-0.0086
Si	-0.0016	-0.0247	-0.0238
Si	-0.0568	-0.0025	0.0522
Si	-0.0045	0.0397	0.0204
Si	0.0519	-0.0634	0.0052
Si	-0.0019	-0.0252	0.0387
Si	-0.0117	0.0277	-0.0084
Si	-0.0008	0.0001	-0.0313
Si	0.0086	-0.017	0.0104
Si	-0.0032	0.0223	0.0236
Si	0.0026	0.0065	-0.0358
Si	0.0054	-0.03	-0.0022
Si	-0.0179	0.0115	-0.0368
Si	0.0261	-0.0039	-0.0576
Si	-0.0045	0.0096	-0.0352
Si	-0.0067	-0.0155	-0.0095
Si	-0.0021	0.0226	-0.0005
Si	-0.0143	0.0047	-0.0048
Si	0	-0.0074	0.0143
Si	0.0065	0.0067	-0.0103
Si	-0.0105	-0.0108	0.0207
Si	0.017	-0.0026	0.0103
Si	-0.0004	-0.0141	0.0045
Si	-0.015	0.0079	0.0095
Si	-0.0152	-0.03	-0.0078
Si	0.0083	-0.0037	-0.0171
Si	0.0079	-0.0138	-0.0057
Si	0.0197	-0.0001	-0.0057
Si	0.0037	0.0232	-0.0248
Si	-0.003	0.0023	0.012
Si	-0.0084	0.001	-0.0022
Si	0.0088	-0.0011	-0.0112
Si	-0.0161	0.0019	0.0072
Si	-0.0048	0.0107	0.0058
Si	0.0032	0.0113	0.0035
Si	-0.0032	0.0154	0.0058
Si	0.0039	0.004	0.0059
Si	0.0024	-0.014	0.0028
Si	0.0074	-0.0053	0.0021
Si	-0.0024	0.0009	0.0093
Si	0.0054	-0.0119	0.0033
Si	-0.002	0.0089	-0.0014
Si	-0.0099	0.0044	-0.0023
Si	0.0052	-0.0119	0.0042
Si	0.0055	0.007	0.003
Si	-0.0083	-0.0142	0.0085
Si	0.0001	0.0034	0.0035
Si	0.0036	0.0064	0.0004
Si	0.0002	0.0081	-0.0073
Si	-0.0169	0.0098	-0.0075
Si	-0.0062	-0.0045	-0.0041
Si	0.0156	-0.0126	0.0008
Si	0.006	-0.0103	-0.0104
Si	-0.0005	0.0018	-0.0007
Si	0.012	0.0022	-0.0022
Si	0.0033	0.0161	0.0001
Si	-0.0209	-0.0207	-0.0008
Si	0.0016	0.0014	-0.0084
Si	0.0191	0.0092	0.012
Si	-0.0109	0.0028	-0.0026
Si	-0.0019	-0.0143	0.0033
Si	-0.0038	-0.0031	-0.0083
Si	0.0126	-0.0014	-0.0125
Si	0.0042	-0.0011	-0.0008
Si	0.006	0.0015	-0.0171
Si	-0.008	0.0017	-0.0029
Si	-0.0047	-0.0189	0.008
Si	-0.0142	0.0054	-0.0086
Si	-0.0076	0.0007	-0.0027
Si	0.0058	0.0136	-0.0038
Si	0.03	0.0001	-0.0067
Si	-0.0198	-0.0102	-0.0016
Si	0.001	0.0162	0.0292
Si	0.0279	-0.0154	-0.015
Si	0.0158	0.0401	-0.0312
Si	-0.0058	-0.0636	0.0181
Si	0.0361	-0.0158	0.0213
Si	0.0329	-0.0138	-0.0051
Si	0.0105	0.0076	0.0078
Si	0.0073	0.0122	0.0032
Si	0.0066	0.007	0.0581
Si	-0.0763	0.1365	0.0585
Si	0.0142	0.0022	0.0269
Si	-0.1408	0.0194	0.1854
Si	-0.0188	0.0122	-0.0101
Si	-0.0093	0	0.0273
Si	-0.0016	0.002	0.0191
Si	-0.0022	-0.0256	-0.003
Si	-0.0727	0.0303	-0.0244
Si	-0.0226	0.0143	0.0022
Si	-0.0479	-0.025	0.0166
Si	0.0348	-0.016	-0.0386
Si	0.054	-0.0092	-0.0045
Si	0.0406	-0.0091	-0.0052
Si	0.0082	0.0206	-0.0317
Si	0.0036	0.007	0.0254
Si	-0.024	-0.0013	0.0327
Si	-0.0003	0.0249	0.0034
Si	-0.0179	0.0161	0.0263
Si	0.0065	0.0028	0.0214
Si	-0.0231	0.0103	0.0321
Si	-0.0043	0.0088	0.0034
Si	-0.0076	-0.001	-0.0001
Si	-0.0043	-0.0004	-0.0026
Si	0.017	0.0169	0.0493
Si	0.0014	-0.0031	0.0138
Si	-0.0017	0.0024	0.0024
Si	-0.005	-0.0008	-0.0132
Si	0.0197	0.0034	0.0441
Si	0.0159	0.0109	0.0094
Si	0.0049	0.0004	-0.0065
Si	-0.0131	0.0033	-0.0015
Si	-0.0037	0.0055	-0.0335
Si	0.031	-0.007	-0.0623
Si	-0.0298	0.0157	0.0331
Si	-0.0022	0.0068	-0.0041
Si	-0.0032	-0.0038	-0.0189
Si	0.0057	-0.0061	-0.0373
Si	0.0033	-0.0079	0.0031
Si	-0.0057	-0.0171	0.0158
Si	-0.0027	0.0022	-0.0358
Si	-0.0002	-0.0031	-0.0054
Si	0.0055	-0.0023	0.0007
Si	0.0058	0.0006	-0.0172
Si	-0.0098	0	0.0092
Si	-0.0011	-0.0012	-0.0178
Si	0.0111	-0.0015	-0.0333
Si	-0.0186	-0.0187	-0.0334
Si	-0.0094	-0.0032	-0.0221
Si	-0.0063	-0.0053	0.0081
Si	0.0055	-0.0017	-0.0274
Si	-0.0001	0.0011	-0.0125
O	0.0058	-0.0015	0.0145
O	-0.0034	0.0061	0.0216
O	0.0022	0.0138	0.002
O	-0.003	0.0024	0.0121
O	0.0022	0.0048	0.0039
O	0.0033	-0.0011	0.0084
O	0.0019	-0.0039	-0.0008
O	0.0077	-0.02	0.0131
O	0.006	0.0276	0.0149
O	0.0043	0.0134	0.0147
O	-0.0218	0.01	0.0086
O	-0.0013	0.0023	-0.0076
O	-0.0077	0.0013	0.0172
O	-0.0029	0.0011	0.029
O	0.0007	0.0069	0.0212
O	0.0048	0.0017	-0.001
O	0.0124	0.0742	-0.0128
O	0.0555	-0.0387	0.0527
O	0.0066	-0.0019	-0.0051
O	-0.0316	0.013	0.0087
O	0.0226	-0.0069	-0.0156
O	0.0161	0.0171	-0.0389
O	-0.0068	-0.0348	-0.0301
O	0.003	-0.0029	-0.0044
O	0.0064	-0.0045	-0.0248
O	0.1183	-0.1997	-0.1061
O	0.0207	-0.0126	-0.0141
O	0.0084	0.0018	0.0129
O	-0.0123	-0.0025	-0.0067
O	-0.0131	-0.0127	-0.0067
O	-0.0286	0.0083	-0.0398
O	-0.0599	0.0193	0.0269
O	-0.0071	-0.0093	0.0046
O	0.0083	-0.0055	-0.0104
O	0.0033	-0.0028	-0.0022
O	-0.0062	0.011	-0.0099
O	0.0111	-0.0095	-0.0119
O	0.021	-0.0001	-0.0408
O	0.0014	0.0019	0.0012
O	-0.0038	-0.0037	0.0034
O	0.002	0.0034	-0.0065
O	0.0026	0.0074	-0.0293
O	0.0066	0.0032	-0.0009
O	0.0026	-0.0084	-0.0029
O	0.0146	0.0078	-0.037
O	0.003	-0.0014	0.0008
O	-0.0026	-0.0017	-0.0007
O	-0.0046	0.0002	0.0031
O	-0.0047	-0.0115	0.0423
O	0.0027	-0.0043	-0.0012
O	-0.0081	0.0029	0.0247
O	-0.0012	-0.0018	-0.0034
O	-0.0064	0.0035	-0.0016
O	0.0062	-0.0028	-0.0091
O	-0.0085	-0.0014	-0.0094
O	-0.0125	-0.0042	-0.0157
O	0.001	0.0052	0.0093
O	-0.0089	-0.0065	-0.0205
O	0.0141	0.0131	-0.0043
O	0.0066	0.0064	-0.0298
O	0.002	0.0005	-0.0034
O	0.004	-0.0008	-0.0005
O	-0.0085	-0.0056	-0.0278
O	0.0065	-0.0004	0.0009
O	0.0018	0.004	0.0066
O	0.0083	0.0126	-0.0047
O	0.002	-0.0045	0.0032
O	-0.0109	-0.0054	0.0033
O	-0.0038	-0.0003	0.0221
O	0.004	-0.0167	-0.001
O	-0.0087	0.0026	0.0064
O	0.0017	0.0051	0.0158
O	-0.0052	0.0066	-0.0195
O	-0.0023	-0.0047	0.0122
O	-0.0026	0	-0.0004
O	-0.0014	0.0015	0.0038
O	-0.0031	0	0.0023
O	-0.0066	0.0054	0.0024
O	0.0089	0.0006	-0.0051
O	0.0009	-0.0033	0.0055
O	0.0007	-0.003	0.0071
O	-0.0136	0.0081	0.0123
O	0.0096	0.0019	0.0066
O	-0.0015	0.0031	0.0067
O	0.0047	0.0007	0.0103
O	-0.0036	-0.014	0.0296
O	0.0026	-0.0021	0.0054
O	0.0046	-0.0021	0.0101

The program warned: the cutoff lies below the one the program advises for these potential files; the forces do not sum to zero within the program's tolerance; empty levels may hold ghost states of the PAW files; the exchange-correlation potential is rough where the density is thin.
